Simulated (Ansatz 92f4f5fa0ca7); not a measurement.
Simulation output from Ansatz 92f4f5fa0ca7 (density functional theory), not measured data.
Periodic cell of 226 atoms, Si134O92, from a study of silicon, its oxide and their interface. The atomic structure is a simulated model.
Doubt: the cutoff is far below the 930 eV that the study's wrapper takes by default for these files, so forces and energies are approximate.
This geometry differs little from another in the collection (a relaxation step or a small displacement).

Settings
functional: PBE
potential files: Ansatz PAW
basis: plane waves
wave-function cutoff: 580 eV
density cutoff ratio: 5
exchange-correlation grid ratio: 1
k mesh: 1 x 1 x 1, Gamma-centred
self-consistency stop: 5e-08 eV per atom in the density residual
occupations: fixed
spin: none
net charge: 0

Cell vectors (angstrom)
a, 10.938, 0, 0
b, 0, 10.938, 0
c, 0, 0, 32.6528

Atoms: element, x, y, z (angstrom)
Si, -0.2064, 0.1426, 25.165
Si, 5.2729, 0.1704, 25.1776
Si, 3.0007, 2.3879, 25.2141
Si, 8.5359, 2.4546, 25.2401
Si, -0.2602, 5.6005, 25.2443
Si, 5.2471, 5.5579, 25.0588
Si, 3.1015, 7.9401, 25.131
Si, 8.43, 7.8405, 25.2305
Si, 1.3873, 1.2696, 26.51
Si, 6.8628, 1.3379, 26.4796
Si, 4.1109, 4.0413, 26.4779
Si, 9.6051, 4.038, 26.615
Si, 1.4094, 6.8196, 26.4073
Si, 6.8236, 6.6952, 26.481
Si, 4.1803, 9.4999, 26.5276
Si, 9.5656, 9.5035, 26.4835
Si, 2.765, -0.074, 27.8753
Si, 8.2083, -0.0427, 27.8583
Si, 0.0757, 2.6865, 27.9016
Si, 5.512, 2.7269, 27.8603
Si, 2.7358, 5.4418, 27.8344
Si, 8.2006, 5.4114, 27.9021
Si, 0.0515, 8.1852, 27.8403
Si, 5.5417, 8.1489, 27.8765
Si, 4.1018, 1.3673, 29.2346
Si, 9.5708, 1.3673, 29.2346
Si, 1.3673, 4.1018, 29.2346
Si, 6.8362, 4.1018, 29.2346
Si, 4.1018, 6.8362, 29.2346
Si, 9.5708, 6.8362, 29.2346
Si, 1.3673, 9.5708, 29.2346
Si, 6.8362, 9.5708, 29.2346
Si, 0, 0, 30.6018
Si, 5.469, 0, 30.6018
Si, 2.7345, 2.7345, 30.6018
Si, 8.2035, 2.7345, 30.6018
Si, 0, 5.469, 30.6018
Si, 5.469, 5.469, 30.6018
Si, 2.7345, 8.2035, 30.6018
Si, 8.2035, 8.2035, 30.6018
Si, 1.3673, 1.3673, 31.9691
Si, 6.8362, 1.3673, 31.9691
Si, 4.1018, 4.1018, 31.9691
Si, 9.5708, 4.1018, 31.9691
Si, 1.3673, 6.8362, 31.9691
Si, 6.8362, 6.8362, 31.9691
Si, 4.1018, 9.5708, 31.9691
Si, 9.5708, 9.5708, 31.9691
Si, 2.7345, 0, 0.6835
Si, 8.2035, 0, 0.6835
Si, 0, 2.7345, 0.6835
Si, 5.469, 2.7345, 0.6835
Si, 2.7345, 5.469, 0.6835
Si, 8.2035, 5.469, 0.6835
Si, 0, 8.2035, 0.6835
Si, 5.469, 8.2035, 0.6835
Si, 4.1018, 1.3673, 2.0507
Si, 9.5708, 1.3673, 2.0507
Si, 1.3673, 4.1018, 2.0507
Si, 6.8362, 4.1018, 2.0507
Si, 4.1018, 6.8362, 2.0507
Si, 9.5708, 6.8362, 2.0507
Si, 1.3673, 9.5708, 2.0507
Si, 6.8362, 9.5708, 2.0507
Si, 0, 0, 3.418
Si, 5.469, 0, 3.418
Si, 2.7345, 2.7345, 3.418
Si, 8.2035, 2.7345, 3.418
Si, 0, 5.469, 3.418
Si, 5.469, 5.469, 3.418
Si, 2.7345, 8.2035, 3.418
Si, 8.2035, 8.2035, 3.418
Si, 1.3666, 1.4315, 4.8677
Si, 6.8124, 1.4113, 4.7669
Si, 4.0994, 4.0552, 4.7557
Si, 9.5687, 4.1009, 4.7687
Si, 1.311, 6.9327, 4.7685
Si, 6.7485, 6.9486, 4.7224
Si, 4.0428, 9.634, 4.8509
Si, 9.5503, 9.575, 4.7661
Si, 2.7615, 0.1335, 6.3356
Si, 8.1704, 0.0186, 6.0725
Si, 0.0029, 2.8393, 6.2714
Si, 5.5003, 2.777, 6.2027
Si, 2.7077, 5.4895, 5.9667
Si, 8.1307, 5.5483, 5.9272
Si, -0.0208, 8.3249, 6.2315
Si, 5.443, 8.2831, 6.2038
Si, 4.4793, 1.2324, 7.6795
Si, 9.6254, 1.2572, 7.4129
Si, 1.1189, 4.6156, 7.4754
Si, 6.6236, 4.5105, 7.3658
Si, 4.2418, 6.603, 7.3179
Si, 9.5927, 6.6747, 7.3097
Si, 1.0375, 10.0251, 7.5747
Si, 6.6708, 9.8347, 7.5219
O, 9.6194, 1.2995, 24.7223
O, 4.1482, 6.7393, 24.6281
O, 4.127, 1.2767, 24.7004
O, 9.5703, 6.7339, 24.7429
O, -0.2269, 5.5356, 7.687
O, 5.5479, 0.01, 8.0008
O, -0.1289, 0.2148, 7.8791
O, 5.4221, 5.554, 7.8499
O, 7.4825, 4.073, 8.7017
O, 8.7074, 7.0038, 8.667
O, 1.4713, 9.5929, 9.1148
O, 8.7435, 1.7167, 8.7285
O, 7.3635, 9.2733, 8.914
O, 4.1918, 1.9445, 9.1615
O, 3.2765, 7.1043, 8.573
O, 1.8433, 4.8224, 8.9761
O, 7.9819, 3.2373, 23.9112
O, 0.2351, 4.719, 23.9468
O, 2.3433, 3.0459, 23.8595
O, 5.8351, 4.8023, 23.6852
O, 5.9411, 10.4645, 23.8097
O, 2.6593, 8.8581, 23.8228
O, 0.4783, 10.425, 23.8083
O, 7.6793, 8.432, 23.8944
Si, -2.7133, 6.2958, 20.9955
Si, 8.6776, 5.7899, 18.176
Si, -0.3655, 1.9008, 14.4875
Si, -5.4156, 7.8839, 20.7209
Si, 3.3523, 7.2274, 16.341
Si, 15.3874, 5.4474, 11.4778
Si, 1.4273, 9.4256, 22.9241
Si, 8.2068, -2.0743, 17.6883
Si, -2.9713, 2.8274, 9.6319
Si, 0.5175, 8.7738, 10.1665
Si, 6.6556, 9.2713, 22.9625
Si, 2.6981, 9.9096, 17.3663
Si, 11.315, 5.6931, 13.5017
Si, -0.0953, 7.776, 20.9967
Si, 7.4849, 2.343, 20.3987
Si, 8.4446, 8.2868, 9.6396
Si, 0.7789, -2.1177, 13.2317
Si, 16.3397, 9.2332, 16.4161
Si, 10.7186, 2.3459, 20.7395
Si, 3.0511, 5.0063, 14.2118
Si, 6.2634, 4.0984, 18.1627
Si, 1.1291, -0.5307, 20.1389
Si, 5.2065, 3.5506, 15.3527
Si, 4.8954, 12.2747, 13.2731
Si, 7.4354, 5.0421, 14.0654
Si, 2.2554, 6.3027, 9.5912
Si, 9.3263, 10.0761, 14.9482
Si, 1.1482, 3.7436, 23.0216
Si, 3.9517, -5.1367, 19.0938
Si, 6.5236, -1.0003, 13.7067
Si, 2.2141, 11.0674, 14.5657
Si, 10.0022, 4.5938, 15.8369
Si, 5.0154, 2.5526, 10.4568
Si, 9.2484, 3.7111, 12.2887
Si, -4.1326, 7.3555, 12.2044
Si, 7.099, 10.2092, 20.1921
Si, 7.1104, 4.1326, 22.8819
Si, 12.202, 4.9687, 20.3666
O, 7.5344, 6.5436, 13.4333
O, 0.5254, 6.4284, 20.3111
O, 9.8749, 4.9765, 17.4104
O, 13.0811, 10.913, 16.1984
O, 5.7217, -4.4833, 11.3977
O, 5.5932, 3.288, 16.9103
O, 5.91, -0.7643, 15.2019
O, 7.2019, 5.3344, 17.6363
O, 9.0938, 2.2473, 20.6585
O, -1.668, 7.4989, 21.2933
O, 7.722, 3.9995, 12.8313
O, 4.4097, 1.9939, 11.865
O, -2.8118, -1.068, 13.8773
O, 4.7975, 4.1655, 10.5416
O, 11.1732, 2.5828, 22.3031
O, 10.5217, 9.234, 14.2505
O, 5.4933, 8.2785, 22.3197
O, -0.1008, 5.7553, 15.0639
O, 12.5851, 4.6595, 13.462
O, -0.2771, 3.1129, 15.5963
O, 1.9414, 10.2224, 21.5716
O, -4.1185, 6.9259, 20.4815
O, -6.596, 10.0248, 17.3833
O, 0.1051, 9.1119, 20.0507
O, 2.1005, -0.601, 18.8214
O, 6.038, 8.6109, 12.9025
O, 5.126, 4.6783, 19.1795
O, 9.8848, 9.0284, 9.8011
O, 4.235, 7.0561, 20.1395
O, 1.076, 1.2224, 14.1456
O, 7.5638, 9.8679, 21.7327
O, 5.6016, 2.3252, 14.3652
O, 8.0289, 5.3608, 22.3082
O, 6.0241, 4.8638, 14.8331
O, 4.1706, 5.1285, 13.0407
O, 6.6563, -2.2824, 17.2527
O, 11.7592, 7.1986, 13.0978
O, 9.9403, 2.4711, 13.0921
O, 3.8928, 6.2998, 17.5541
O, 6.7258, 3.1469, 21.6238
O, 2.076, 9.5784, 13.8755
O, -0.7629, 5.0624, 12.5014
O, 0.5957, 8.1022, 22.4402
O, 9.0709, 3.3424, 10.7201
O, 6.6168, 2.1957, 10.3156
O, 5.7357, 9.3128, 19.9303
O, 0.9332, 7.1976, 9.9574
O, 3.596, 3.8407, 15.2202
O, -2.4182, 4.6627, 15.1994
O, 11.285, 3.6696, 19.9254
O, 6.0354, 0.266, 12.8293
O, 11.3238, 0.9317, 20.1565
O, 3.0689, 6.126, 10.974
O, 2.5429, 5.0701, 19.3881
O, -2.0717, 7.4011, 17.9826
O, 2.7628, 6.3371, 15.1223
O, 4.6415, -2.9525, 15.7063
O, 0.6962, 9.3342, 11.6838
O, 1.8172, 4.6922, 21.8784
O, 9.6278, 0.7297, 15.1076
O, -2.1411, 5.4002, 19.7586
O, 6.8227, 11.8049, 20.1906
O, 7.2124, 3.0751, 18.9782
O, 9.0337, 9.5413, 16.4602
O, 3.6243, 0.691, 14.0303
O, 7.9148, 7.844, 11.1124
O, 8.2042, 9.8023, 19.0415
O, 2.313, 8.3504, 16.9552

Results
free energy: -137511.455 eV
free energy less fixed offsets of O -568.88, Si -635.61 eV per atom: -2.755 eV

Forces (eV/angstrom), in the order of the atoms: element, x, y, z
Si, 0.008, -0.0132, 0.0119
Si, 0.0117, -0.0081, 0.006
Si, -0.015, 0.0135, 0.0122
Si, -0.0098, 0.0005, -0.003
Si, 0.0124, -0.0062, 0.0018
Si, 0.0039, -0.0124, 0.0104
Si, -0.0099, 0.0002, 0.0078
Si, -0.0111, 0.011, 0.0106
Si, -0.0046, 0.0043, 0.0005
Si, -0.0007, -0.0035, 0.0039
Si, -0.0036, 0.0015, 0.0008
Si, -0.0008, -0.0008, 0.0056
Si, 0, -0.0029, 0.0033
Si, 0.0007, 0.0051, 0.0032
Si, 0.0019, -0.0029, 0.0033
Si, -0.003, 0.0019, 0.0005
Si, -0.0007, -0.0014, 0.0057
Si, 0.0016, -0.0006, 0.0053
Si, 0.0068, -0.0016, 0.0049
Si, 0.0027, 0.0047, 0.0065
Si, 0.0029, -0.0019, 0.0027
Si, -0.0019, -0.0009, 0.0055
Si, 0.0014, 0.0021, 0.0061
Si, 0.0026, -0.0009, 0.0023
Si, 0.0984, -0.062, -0.2025
Si, 0.0279, -0.2051, -0.0785
Si, 0.2503, 0.0485, 0.1666
Si, -0.0896, -0.1836, 0.4215
Si, -0.0105, -0.1511, -0.1936
Si, 0.1125, -0.0132, -0.2185
Si, 0.0288, -0.1999, 0.1682
Si, 0.175, -0.151, 0.1656
Si, -0.0735, -0.0014, -0.0102
Si, -0.0417, -0.0134, -0.0155
Si, -0.0122, 0.0864, -0.0037
Si, -0.0675, 0.0281, -0.0138
Si, -0.042, -0.0058, -0.025
Si, -0.0607, -0.0451, -0.0052
Si, -0.0531, 0.0129, -0.0176
Si, 0.0083, 0.1045, 0.0009
Si, 0.0392, -0.0159, -0.0284
Si, 0.0897, -0.0095, -0.0192
Si, 0.061, -0.0054, -0.0041
Si, 0.009, -0.0221, -0.0201
Si, 0.0372, -0.0312, -0.0208
Si, 0.0216, -0.0435, -0.0315
Si, -0.0176, -0.0257, -0.0164
Si, 0.0272, -0.056, -0.0044
Si, -0.0145, 0.0231, -0.011
Si, -0.0466, 0.0102, 0.0052
Si, -0.0331, 0.0246, 0.0317
Si, -0.0447, 0.0192, 0.0439
Si, -0.0728, 0.0243, 0.0033
Si, -0.0153, 0.0198, -0.0016
Si, -0.0435, 0.0402, 0.0401
Si, 0.0064, 0.0411, 0.0332
Si, -0.0708, -0.1003, -0.0171
Si, -0.0055, 0.0183, 0.0135
Si, 0.0985, 0.0472, 0.0458
Si, 0.1253, 0.069, 0.0079
Si, -0.0123, -0.1163, 0.0132
Si, -0.0463, -0.0966, -0.0116
Si, 0.142, 0.0452, -0.001
Si, 0.1276, -0.0005, 0.0093
Si, 0.1612, 0.2382, 0.3527
Si, -0.299, 0.0986, 0.1962
Si, -0.14, -0.2745, -0.1541
Si, 0.1246, -0.0436, -0.1967
Si, -0.1011, 0.2192, -0.0141
Si, -0.2402, 0.0207, -0.127
Si, -0.0329, 0.4729, 0.0574
Si, -0.0274, 0.1926, -0.4328
Si, -0.0065, 0.0024, 0.0007
Si, 0.0018, 0.0025, -0.0059
Si, -0.0018, 0.003, -0.0039
Si, 0.002, -0.0005, -0.0058
Si, 0.0011, 0.0011, -0.0031
Si, -0.0002, 0.0035, -0.0049
Si, -0.0015, -0.001, -0.0021
Si, -0.0004, 0.0014, -0.0033
Si, -0.0005, 0.0003, -0.0087
Si, 0.0032, -0.0024, 0.0103
Si, 0.0047, -0.0038, 0.0025
Si, -0.0045, -0.0036, -0.0088
Si, 0.0005, 0.0039, 0.0085
Si, -0.0032, -0.0021, -0.0102
Si, -0.0002, -0.0033, -0.016
Si, 0.0018, 0.0002, 0.0064
Si, -0.0006, 0.0003, 0.0107
Si, 0.0081, -0.0013, -0.01
Si, 0.0035, -0.0209, -0.0123
Si, 0.0063, 0.0011, 0.0169
Si, -0.0061, 0.0115, -0.0136
Si, 0.0023, -0.0028, 0.0171
Si, -0.0021, 0.0098, 0.0153
Si, 0.0071, -0.0167, -0.0171
O, -0.003, 0.0089, -0.0087
O, -0.0027, 0.0109, -0.0092
O, 0.0022, -0.0028, -0.0109
O, 0.0011, -0.0002, -0.0098
O, -0.0054, 0.009, 0.0042
O, -0.0053, 0.0091, 0.0056
O, -0.0055, 0.0011, -0.0014
O, 0.004, -0.0091, 0.0052
O, -0.0018, 0.0006, -0.0047
O, -0.0017, 0.001, 0.0001
O, -0.0025, 0.0005, 0.0013
O, -0.0058, 0.0026, 0.0067
O, 0.0027, -0.0009, 0.0079
O, 0.0029, 0.0029, 0.0044
O, -0.0035, 0.0004, 0.0055
O, 0.0009, 0.0072, 0.0079
O, 0.0014, -0.0007, 0.0042
O, 0.0014, -0.0039, -0.001
O, -0.0035, 0.0016, -0.0045
O, 0.006, -0.0061, -0.0066
O, 0.0023, -0.0027, -0.0037
O, -0.0013, 0.0023, -0.0046
O, 0.0032, -0.0042, -0.0058
O, -0.0014, 0.0004, -0.0016
Si, -0.003, -0.0025, 0.0007
Si, -0.0031, -0.0008, -0.0006
Si, -0.0008, -0.0037, 0.0007
Si, 0.0015, -0.002, -0.0007
Si, 0, -0.0003, 0.0004
Si, -0.0053, 0, 0.0007
Si, -0.0015, 0.0018, 0.0023
Si, -0.0008, -0.0013, -0.0016
Si, 0.0024, -0.0008, 0.0071
Si, -0.0051, 0.0016, -0.0015
Si, 0.0002, -0.0004, 0.0016
Si, -0.0011, 0.0001, -0.0015
Si, 0.0004, 0.0017, 0.0013
Si, -0.0006, 0.0002, 0.0005
Si, -0.0051, 0.0042, -0.0023
Si, 0.0021, 0.0028, 0.0044
Si, -0.0022, 0.0024, -0.0042
Si, -0.0016, 0.001, 0.0012
Si, -0.0012, -0.0016, 0.0007
Si, 0.0027, -0.0001, 0.002
Si, -0.0004, -0.0013, -0.0015
Si, 0.0034, -0.0009, -0.0028
Si, -0.0012, -0.0009, 0.0003
Si, -0.0026, 0.0031, 0.003
Si, -0.0029, -0.0001, 0.0019
Si, -0.0048, 0.003, -0.0019
Si, 0.0017, -0.0012, 0.0002
Si, 0.0006, -0.0006, 0.0031
Si, 0.0021, -0.0009, -0.0057
Si, 0.0003, 0.0001, 0.0035
Si, 0.0003, 0.003, 0.003
Si, -0.0011, -0.0021, -0.0007
Si, 0.0029, -0.0017, -0.0026
Si, -0.0034, -0.0029, -0.0047
Si, 0.0057, 0.0004, -0.0047
Si, -0.0004, -0.0025, -0.0014
Si, -0.0023, 0.0031, -0.0012
Si, 0.0014, 0.0003, -0.0026
O, -0.0003, -0.0043, 0.0014
O, 0.0007, -0.0033, 0.0035
O, 0, 0.0002, 0.0021
O, -0.0004, -0.0003, 0.0002
O, 0.0001, 0.0015, -0.0004
O, 0.0001, 0.0008, 0.0022
O, -0.0011, -0.0028, 0.0016
O, 0.0005, -0.001, 0.0023
O, -0.0005, -0.0013, 0.0033
O, 0.0006, 0.001, 0.0023
O, -0.0019, 0.0024, 0.0014
O, -0.0017, -0.0032, 0.0043
O, -0.0003, -0.0007, 0.0025
O, -0.0009, 0.0009, 0.0009
O, -0.0014, -0.0015, -0.0011
O, -0.0034, 0.0018, 0
O, -0.0011, -0.0023, -0.001
O, -0.0014, -0.0007, 0.0019
O, -0.0022, 0.0003, -0.0015
O, -0.0024, 0.0029, -0.0006
O, -0.0013, 0.0015, -0.003
O, -0.0027, 0.0018, 0.0044
O, 0.0003, -0.0009, 0.0017
O, -0.001, 0.0001, 0.0021
O, -0.0019, 0, 0.0017
O, -0.0021, 0.0023, 0.0001
O, -0.001, -0.0006, 0.0035
O, 0.0012, -0.0046, -0.002
O, -0.0023, -0.0025, 0.0035
O, -0.0017, 0.0004, -0.0003
O, 0.0012, 0.0016, -0.0031
O, 0.0001, 0.0014, 0.0008
O, -0.0006, 0.0022, -0.0002
O, -0.0004, -0.0009, 0.0004
O, -0.0036, -0.0004, 0.0037
O, 0.001, 0.0011, 0.0011
O, -0.0015, -0.0018, -0.0007
O, 0.0023, -0.0013, 0.0024
O, -0.0027, 0.0001, 0.0026
O, 0.001, -0.0054, -0.0013
O, -0.0006, -0.0008, -0.0013
O, 0.0012, 0.0002, 0.0006
O, -0.0011, 0, -0.0002
O, 0.0018, 0.0015, 0.0048
O, -0.0027, 0.0011, -0.0018
O, -0.0007, 0, 0.0043
O, 0.0013, -0.0008, -0.0016
O, -0.0001, -0.0007, -0.0001
O, 0.0026, 0.0008, 0
O, 0.0002, 0.0008, 0.0035
O, -0.0001, -0.003, -0.0016
O, -0.0012, 0.0004, 0.0035
O, 0.0076, -0.0019, 0.0043
O, -0.0011, 0.0011, 0.0054
O, -0.0003, -0.0001, 0.0043
O, 0.0001, 0.0005, 0.0009
O, 0.0003, -0.0003, 0.001
O, 0.002, -0.0024, 0.0118
O, -0.0016, 0.0011, -0.0027
O, -0.0003, -0.0016, -0.0014
O, 0.0004, -0.0003, -0.0005
O, 0.0004, -0.0012, 0.0048
O, -0.0009, 0.0004, 0.0014
O, -0.0007, 0.0001, -0.0011
O, -0.0037, -0.0016, -0.0011
O, -0.0056, -0.0026, 0.0024
O, 0.0022, -0.0004, 0.0011
O, -0.0012, -0.0005, 0.0017

The program warned: the cutoff lies below the one the program advises for these potential files; the forces do not sum to zero within the program's tolerance; the exchange-correlation potential is rough where the density is thin.
